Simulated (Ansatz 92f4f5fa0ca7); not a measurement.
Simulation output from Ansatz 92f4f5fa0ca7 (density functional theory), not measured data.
Periodic cell of 226 atoms, Si133O91Al1F1, from a study of silicon, its oxide and their interface. The atomic structure is a simulated model.
Doubt: the cutoff is far below the 930 eV that the study's wrapper takes by default for these files, so forces and energies are approximate.
This geometry differs little from another in the collection (a relaxation step or a small displacement).

Settings
functional: PBE
potential files: Ansatz PAW
basis: plane waves
wave-function cutoff: 580 eV
density cutoff ratio: 5
exchange-correlation grid ratio: 1
k mesh: 1 x 1 x 1, Gamma-centred
self-consistency stop: 5e-08 eV per atom in the density residual
occupations: fixed
spin: none
net charge: 0

Cell vectors (angstrom)
a  10.938  0  0
b  0  10.938  0
c  0  0  32.8486

Atoms: element, x, y, z (angstrom)
Si  -0.1438  0.1937  25.3172
Si  5.8577  -0.2964  25.4005
Si  2.5451  2.9891  25.4398
Si  8.6007  2.4473  25.5064
Si  0.2716  5.1073  25.5953
Si  5.2554  5.6813  25.3097
Si  2.9934  7.928  25.1772
Si  8.0914  8.3961  25.2258
Si  1.4274  1.323  26.6916
Si  6.9334  1.3091  26.7316
Si  4.1359  4.1406  26.7212
Si  9.6752  3.9763  26.9115
Si  1.4517  6.8307  26.6507
Si  6.8998  6.8211  26.5929
Si  4.1607  9.4909  26.5923
Si  9.6257  9.5416  26.6347
Si  2.8018  -0.0651  28.0169
Si  8.2697  -0.0553  28.0896
Si  0.0998  2.6229  28.1696
Si  5.5037  2.7111  28.0386
Si  2.7577  5.4744  28.092
Si  8.2178  5.4496  28.0475
Si  0.0393  8.1762  28.0212
Si  5.5123  8.158  28.0317
Si  4.1018  1.3673  29.4304
Si  9.5708  1.3673  29.4304
Si  1.3673  4.1018  29.4304
Si  6.8362  4.1018  29.4304
Si  4.1018  6.8362  29.4304
Si  9.5708  6.8362  29.4304
Si  1.3673  9.5708  29.4304
Si  6.8362  9.5708  29.4304
Si  0  0  30.7976
Si  5.469  0  30.7976
Si  2.7345  2.7345  30.7976
Si  8.2035  2.7345  30.7976
Si  0  5.469  30.7976
Si  5.469  5.469  30.7976
Si  2.7345  8.2035  30.7976
Si  8.2035  8.2035  30.7976
Si  1.3673  1.3673  32.1649
Si  6.8362  1.3673  32.1649
Si  4.1018  4.1018  32.1649
Si  9.5708  4.1018  32.1649
Si  1.3673  6.8362  32.1649
Si  6.8362  6.8362  32.1649
Si  4.1018  9.5708  32.1649
Si  9.5708  9.5708  32.1649
Si  2.7345  0  0.6835
Si  8.2035  0  0.6835
Si  0  2.7345  0.6835
Si  5.469  2.7345  0.6835
Si  2.7345  5.469  0.6835
Si  8.2035  5.469  0.6835
Si  0  8.2035  0.6835
Si  5.469  8.2035  0.6835
Si  4.1018  1.3673  2.0507
Si  9.5708  1.3673  2.0507
Si  1.3673  4.1018  2.0507
Si  6.8362  4.1018  2.0507
Si  4.1018  6.8362  2.0507
Si  9.5708  6.8362  2.0507
Si  1.3673  9.5708  2.0507
Si  6.8362  9.5708  2.0507
Si  0  0  3.418
Si  5.469  0  3.418
Si  2.7345  2.7345  3.418
Si  8.2035  2.7345  3.418
Si  0  5.469  3.418
Si  5.469  5.469  3.418
Si  2.7345  8.2035  3.418
Si  8.2035  8.2035  3.418
Si  1.4274  1.3018  4.8267
Si  6.7406  1.4378  4.807
Si  4.0114  4.1502  4.8287
Si  9.5144  4.1709  4.7115
Si  1.3377  6.8612  4.8301
Si  6.7649  6.9178  4.6567
Si  4.0291  9.6376  4.8726
Si  9.5258  9.6224  4.7336
Si  2.7429  0.0383  6.4975
Si  8.074  -0.015  6.0727
Si  -0.1803  2.6419  5.9433
Si  5.3615  2.8103  6.2464
Si  2.5785  5.461  6.313
Si  8.1757  5.6356  5.9565
Si  -0.0479  8.2815  6.1212
Si  5.3755  8.1449  6.0761
Si  3.7486  1.9005  7.8169
Si  9.623  1.1728  7.3432
Si  1.1625  3.7665  7.4513
Si  6.6751  4.4871  7.2483
Si  4.3468  6.568  7.5199
Si  9.2614  7.1655  7.3839
Si  0.8987  9.8445  7.609
Si  6.9595  9.3166  7.3374
O  5.5347  5.4789  7.9541
O  -0.0711  0.2168  7.7813
O  2.3671  2.8429  8.1267
O  8.139  8.26  7.8393
O  2.2813  8.5332  23.7903
O  8.1556  5.4951  22.7257
O  6.9417  9.5229  24.781
O  1.3838  4.0626  24.9091
O  6.2485  10.0415  8.5606
O  -0.2043  4.1246  8.7702
O  0.7493  9.2101  9.1243
O  7.8533  4.0805  8.3451
O  9.8234  6.585  8.845
O  4.5073  1.8716  9.2833
O  3.8399  7.3131  8.9035
O  9.2217  1.8835  8.8062
O  5.284  0.5459  24.1145
O  8.053  3.2947  24.2288
O  11.7918  6.6842  19.7455
O  5.9248  4.8791  24.0341
O  8.816  7.8176  23.8268
O  3.2912  2.3912  24.1054
O  4.1373  6.7903  24.7253
O  11.4229  -0.4376  23.923
Si  11.8023  9.1055  10.7468
Si  7.1809  15.319  11.4585
Si  8.3124  11.4136  15.0289
Si  2.1299  13.1602  19.2413
Si  4.7921  13.5743  10.7231
Si  1.7981  -2.3494  17.5489
Si  5.0228  1.4746  18.6889
Si  0.8859  -0.5781  20.0205
Si  -0.7286  7.7353  12.978
Si  -3.1223  -1.8814  16.5244
Si  9.2054  2.5332  16.6451
Si  9.033  3.4275  9.2237
Al  6.5163  9.9604  10.2419
Si  10.9531  5.6716  9.546
Si  1.7729  9.0521  14.4719
Si  4.0266  12.1156  23.3062
Si  5.4003  3.0275  21.2791
Si  -3.715  7.5675  12.0271
Si  -1.8621  -1.8023  19.1267
Si  11.4881  5.6942  21.0043
Si  6.406  2.3456  15.9339
Si  16.6191  4.4304  14.0605
Si  0.0785  4.9129  12.6136
Si  10.3881  2.3115  13.9381
Si  1.7319  9.9027  23.0397
Si  3.1817  4.6905  12.1277
Si  6.0222  6.9256  15.9542
Si  -4.7891  9.5467  18.9248
Si  10.6825  6.8117  18.5484
Si  4.3822  7.032  18.5356
Si  -0.2211  3.9129  18.7289
Si  4.5516  0.1501  12.1159
Si  12.491  11.383  12.6601
Si  2.7893  7.0035  10.1092
Si  7.2224  4.2677  23.2454
Si  9.4086  6.3936  23.2387
Si  4.7189  -2.3129  13.8064
Si  3.2881  4.8308  20.6923
O  9.0771  -1.586  17.507
O  -4.4532  9.6199  17.3199
O  11.7295  1.7942  13.1539
O  10.5605  6.2102  13.4478
O  3.8483  5.8552  19.5451
O  12.4579  6.2311  9.3479
F  7.5182  11.2091  10.6789
O  -3.3914  -3.4688  16.2589
O  5.9372  3.8006  10.5534
O  15.2137  4.7586  13.3157
O  -1.2697  1.3323  24.87
O  5.1595  8.1696  15.3177
O  8.9405  11.8623  16.4927
O  3.0729  8.2759  13.777
O  4.9551  10.1095  10.9152
O  2.0535  5.4304  21.6073
O  13.2572  8.3493  10.8946
O  1.2801  -1.2452  21.4789
O  1.1369  3.1026  18.2793
O  5.5739  2.642  19.7046
O  3.0678  7.6477  17.8378
O  1.9803  -1.7358  16.0727
O  0.7317  10.5363  11.5136
O  2.9565  0.0172  23.0011
O  3.4015  3.3876  11.173
O  0.4209  7.7236  17.4074
O  -0.538  13.7608  15.5237
O  -2.369  7.8486  12.9896
O  7.2898  6.0043  11.4835
O  5.2258  8.2333  19.2914
O  5.3182  6.4025  17.3433
O  5.7808  7.8102  12.8331
O  10.6726  5.2966  11.071
O  -0.4443  6.4842  22.0207
O  -1.6474  1.08  13.8528
O  -0.5115  5.3211  17.9364
O  8.1283  9.7998  15.0958
O  6.868  3.9546  13.0192
O  4.5982  4.4317  21.5592
O  8.5551  3.7128  10.7594
O  7.5859  9.4505  19.7372
O  10.6875  8.121  11.4378
O  7.7621  14.1737  16.2693
O  1.7897  10.6058  14.0449
O  0.2621  8.5505  14.0207
O  10.0858  3.6738  13.0924
O  14.3544  6.0176  11.2158
O  -3.6659  8.5234  10.7457
O  -0.1494  4.3207  20.3441
O  6.8307  12.079  14.9126
O  13.9398  11.612  11.9997
O  16.2743  3.271  15.1495
O  6.8379  3.3262  21.9714
O  5.3055  12.5466  11.8937
O  5.3689  10.9302  19.2949
O  3.4002  1.5707  18.4608
O  9.5385  2.9157  18.1975
O  1.2755  11.966  19.9997
O  1.6816  9.684  18.7608
O  10.2103  5.6677  24.4348
O  6.1841  5.7294  14.8828
O  4.624  1.7511  21.9215
O  2.7323  14.3034  20.2271
O  -0.7257  21.0255  19.8215
O  4.8289  -0.6839  13.5231
O  5.7429  1.7245  17.2686
O  1.6791  4.6406  12.7591
O  9.3857  7.519  19.2582

Results
free energy: -139541.284 eV
free energy less fixed offsets of Al -1619.15, F -1619.15, O -568.88, Si -635.61 eV per atom: 1.226 eV

Forces (eV/angstrom), in the order of the atoms: element, x, y, z
Si  -0.0781  0.082  0.0015
Si  0.119  -0.0922  -0.1649
Si  -0.0904  0.0664  -0.0194
Si  0.106  -0.0875  -0.208
Si  0.0434  -0.0909  -0.2197
Si  -0.0982  0.0857  -0.0574
Si  0.0988  -0.0979  -0.0755
Si  -0.0468  0.0992  -0.0542
Si  -0.0272  0.0454  -0.0412
Si  0.0279  -0.0261  0.0105
Si  -0.0503  0.0366  -0.013
Si  -0.0107  0.0179  -0.0166
Si  0.0426  -0.0129  0.0232
Si  -0.0438  0.0426  -0.044
Si  0.0186  -0.0296  0.0057
Si  -0.051  0.0614  -0.021
Si  -0.0174  0.0082  -0.0019
Si  0.0147  -0.0237  -0.0159
Si  0.0446  -0.0528  -0.0106
Si  -0.002  -0.0097  0.001
Si  -0.0001  -0.0088  -0.0132
Si  0.0143  -0.0259  0.024
Si  -0.0044  0.006  -0.009
Si  0.0121  -0.0039  -0.001
Si  0.1218  -0.1308  -0.2898
Si  0.1197  -0.4669  0.586
Si  0.3038  0.0268  0.3858
Si  -0.0072  0.0034  -0.1106
Si  0.2589  0.0613  0.1285
Si  0.08  0.0114  -0.2618
Si  0.1243  -0.0748  -0.2937
Si  0.0228  -0.1872  -0.0395
Si  -0.1349  0.0733  0.0403
Si  0.0277  0.0102  -0.0259
Si  -0.019  0.1609  0.0221
Si  0.003  0.0216  -0.0423
Si  -0.0304  -0.0309  -0.0246
Si  -0.0633  0.0275  -0.0027
Si  0.0427  0.0438  -0.0205
Si  -0.0676  0.0569  -0.0077
Si  0.0204  -0.0898  -0.0207
Si  0.0309  0.0226  -0.0271
Si  0.0909  -0.0766  0.002
Si  -0.0054  -0.0153  -0.0162
Si  -0.0131  -0.0279  -0.0254
Si  0.0654  -0.0521  -0.0201
Si  -0.0122  -0.0033  -0.0155
Si  0.0932  -0.0646  -0.0035
Si  0.0007  0.0368  0.0408
Si  -0.083  0.0274  0.0057
Si  -0.0526  0.0645  0.0121
Si  0.0103  0.0306  0.0097
Si  -0.0426  0.0226  0.0177
Si  -0.041  0.0424  0.0486
Si  -0.0495  0.0103  0.0094
Si  -0.0344  0.0542  0.0017
Si  0.0382  -0.0263  -0.0006
Si  0.0917  0.0075  0.0578
Si  -0.0239  -0.0457  0.048
Si  -0.0751  -0.1756  -0.0363
Si  0.0942  -0.0582  0.0202
Si  0.057  0.0183  -0.0172
Si  -0.0892  -0.0757  -0.0299
Si  0.1468  -0.0407  -0.0193
Si  0.3334  -0.011  -0.1314
Si  -0.3615  0.1016  0.3225
Si  -0.0027  -0.1189  0.1904
Si  -0.4932  0.0892  -0.0926
Si  0.2122  0.291  -0.1454
Si  -0.4812  -0.2002  -0.248
Si  -0.1181  0.2755  0.4403
Si  0.0241  0.4587  -0.7332
Si  -0.0733  0.0616  0.0206
Si  0.0102  -0.0078  0.0291
Si  0.0074  0.0438  0.0035
Si  -0.0117  -0.0172  -0.0092
Si  0.0599  0.0262  0.0074
Si  -0.0019  -0.015  0.0466
Si  0.0099  0.0165  0.019
Si  0.033  -0.0001  0.0391
Si  0.0135  0.0412  0.0216
Si  -0.0061  -0.0281  0.0066
Si  0.2376  0.0922  0.03
Si  -0.0476  -0.0779  -0.0422
Si  -0.0258  -0.0448  0.024
Si  -0.0118  0.0037  -0.1098
Si  -0.0186  0.0107  -0.0081
Si  0.0548  -0.0436  0.0874
Si  -0.0143  0.0251  0.0603
Si  0.0268  0.0491  0.306
Si  0.5762  -0.3475  -0.4744
Si  -0.0533  0.0557  0.2364
Si  0.0689  -0.053  -0.0334
Si  0.0413  0.0349  0.1736
Si  -0.0572  0.0721  0.0994
Si  -0.1036  -0.0279  0.0107
O  -0.0139  0.0264  -0.1734
O  0.0014  -0.0859  -0.1309
O  -0.2012  0.0727  -0.2009
O  -0.0485  0.0492  -0.1438
O  -0.0035  0.0124  0.0771
O  0.0071  -0.01  0.0556
O  -0.0385  0.0523  0.1622
O  -0.0593  0.0428  0.2044
O  -0.1731  0.0035  -1.3263
O  -0.1274  0.4128  0.3655
O  0.0168  0.0038  -0.1896
O  0.1514  -0.054  -0.0499
O  0.193  -0.2842  -0.1224
O  -0.0815  0.0314  -0.1454
O  -0.0321  -0.0133  -0.0627
O  0.1316  0.2239  -0.1679
O  -0.0376  -0.0077  0.0853
O  -0.0069  -0.0311  0.0917
O  -0.0286  0.0024  0.0347
O  -0.0191  0.0082  0.0551
O  0.0104  -0.043  0.0838
O  0.042  -0.0581  0.0126
O  0.0063  -0.0004  0.1405
O  0.0178  -0.0277  0.0365
Si  0.0033  0.0471  0.2655
Si  -0.1681  0.1956  0.1887
Si  -0.028  -0.0083  -0.1096
Si  0.006  0.0583  -0.0319
Si  0.0856  -0.1609  0.2759
Si  -0.0131  0.0172  -0.078
Si  -0.0023  0.0554  -0.0458
Si  0.0215  0.0349  -0.0968
Si  -0.186  0.0068  0.0922
Si  -0.0196  -0.0037  -0.1166
Si  0.0177  -0.0026  -0.0137
Si  -0.777  -0.4267  0.3336
Al  0.1957  0.1838  0.4456
Si  -0.0956  0.3563  0.4981
Si  0.0517  0.0285  -0.1035
Si  0.0277  0.0317  -0.053
Si  -0.0112  0.0458  -0.1244
Si  -0.0074  0.5316  -0.4416
Si  0.0131  -0.012  -0.0419
Si  0.0658  -0.0469  -0.0835
Si  -0.0437  -0.0543  -0.0762
Si  -0.0065  0.0068  -0.06
Si  0.0412  -0.0286  0.327
Si  0.0041  -0.0653  -0.0683
Si  0.0176  0.0096  -0.0372
Si  0.0338  -0.0867  0.0978
Si  -0.0129  0.0299  -0.1079
Si  -0.0092  0.0331  -0.0827
Si  0.028  -0.0504  -0.0552
Si  -0.0353  -0.0545  -0.0364
Si  0.0341  0.0218  -0.0133
Si  0.1309  -0.4099  -0.3533
Si  0.1682  0.0126  0.0154
Si  0.1297  0.0732  0.2757
Si  0.0131  -0.0574  -0.107
Si  0.0565  -0.0162  -0.0076
Si  0.1068  0.1394  -0.226
Si  -0.0217  -0.0151  -0.0604
O  -0.0038  0.0015  0.0524
O  0.0118  -0.006  0.0282
O  -0.0521  0.0146  0.0284
O  0.0506  -0.046  -0.0842
O  0.027  0.0478  -0.0055
O  -0.2585  -0.2254  -0.2008
F  0.6374  0.8572  0.2078
O  0.007  0.0177  0.0458
O  0.0612  0.0398  -0.1018
O  -0.0146  0.0152  -0.023
O  -0.0607  0.0535  0.1817
O  0.016  -0.0445  0.1203
O  0.0153  0.0193  0.0556
O  -0.0606  -0.0332  0.0312
O  -1.1272  0.2551  0.642
O  -0.0311  0.0131  0.0292
O  -0.0364  -0.0691  -0.119
O  0.0134  -0.0144  0.0894
O  -0.0308  0.0083  0.0155
O  0.0056  -0.0055  0.0461
O  0.0061  -0.0003  0.0255
O  -0.0054  -0.0033  0.093
O  -0.0114  -0.0225  -0.0863
O  -0.0096  -0.009  0.0335
O  -0.0147  0.0446  -0.078
O  -0.0089  -0.0009  0.0191
O  -0.0214  0.0151  0.0679
O  0.1705  -0.0305  0.0813
O  0.0345  -0.3214  -0.0808
O  0.0165  0.0046  0.0333
O  0  -0.0016  0.053
O  -0.1167  -0.0475  0.143
O  0.0484  -0.0523  -0.5765
O  -0.0653  0.037  0.1265
O  -0.0078  0.0241  0.0312
O  0.0031  0  0.0273
O  0.003  0.0088  0.0699
O  0.005  -0.0161  -0.0158
O  -0.0063  -0.0332  0.0498
O  0.2241  -0.0414  -0.259
O  -0.0013  -0.0103  0.0213
O  0.0627  -0.0113  -0.1676
O  0.03  0.0155  0.0358
O  -0.0355  -0.0378  0.0406
O  0.0397  -0.0063  0.0228
O  0.0154  0.0262  -0.0381
O  -0.0416  0.0405  -0.1147
O  0.404  -1.2817  0.5974
O  -0.0097  0.0066  -0.0009
O  0.0145  0.0116  0.0332
O  -0.1428  0.081  0.0434
O  0.014  -0.0022  0.0319
O  0.0175  0.0364  0.1275
O  -0.0509  0.1874  -0.0575
O  0.0083  -0.0428  0.0311
O  0.0089  -0.0196  0.0161
O  -0.0024  -0.0017  -0.0054
O  -0.0062  -0.0357  0.0392
O  -0.0113  -0.0063  0.0226
O  0.0252  0.0188  0.0076
O  0.0094  -0.0016  0.056
O  -0.0317  -0.0377  0.1023
O  -0.0016  -0.0216  0.034
O  -0.0188  -0.0273  0.0292
O  -0.028  -0.0688  0.1297
O  -0.0059  -0.01  0.0327
O  -0.0253  0.0127  -0.053
O  -0.0234  0.0463  0.0072

The program warned: the cutoff lies below the one the program advises for these potential files; the exchange-correlation potential is rough where the density is thin.
